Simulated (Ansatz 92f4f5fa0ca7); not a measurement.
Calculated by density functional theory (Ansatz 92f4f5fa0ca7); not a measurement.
Periodic cell of 226 atoms, Si134O92, from a study of silicon, its oxide and their interface. The atomic structure is a simulated model.
Doubt: the cutoff is low for norm-conserving oxygen, so forces and energies are approximate.
Doubt: the program's own warning below bears on the result.
This geometry differs little from another in the collection (a relaxation step or a small displacement).

Settings: functional HSE06; potential files SPMS norm-conserving; basis plane waves; wave-function cutoff 800 eV; density cutoff ratio 4; exchange-correlation grid ratio 1; k mesh 1 x 1 x 1, Gamma-centred; occupations fixed; spin none; net charge 0.

Cell vectors (angstrom)
a, 10.938, 0, 0
b, 0, 10.938, 0
c, 0, 0, 31.9494

Atoms: element, x, y, z (angstrom)
Si, 10.6358, 0.0266, 24.4046
Si, 5.0864, 0.173, 24.6387
Si, 2.8273, 2.3607, 24.5285
Si, 8.5704, 2.4571, 24.5616
Si, 10.6889, 5.6199, 24.3198
Si, 5.1601, 5.6441, 24.4718
Si, 2.9859, 7.9704, 24.3817
Si, 8.4173, 7.8641, 24.4298
Si, 1.2939, 1.187, 25.8116
Si, 6.8244, 1.351, 25.7533
Si, 3.9926, 4.0538, 25.7642
Si, 9.6694, 4.0627, 25.8454
Si, 1.3386, 6.8154, 25.664
Si, 6.813, 6.7526, 25.7658
Si, 4.0252, 9.4949, 25.91
Si, 9.5044, 9.4681, 25.7989
Si, 2.6988, -0.0509, 27.2246
Si, 8.1772, -0.0288, 27.15
Si, 0.0687, 2.6917, 27.1881
Si, 5.4704, 2.7585, 27.1337
Si, 2.6836, 5.4679, 27.1308
Si, 8.2134, 5.4233, 27.1557
Si, 0.0314, 8.1894, 27.1338
Si, 5.5132, 8.1769, 27.1733
Si, 4.1018, 1.3673, 28.5312
Si, 9.5708, 1.3673, 28.5312
Si, 1.3673, 4.1018, 28.5312
Si, 6.8362, 4.1018, 28.5312
Si, 4.1018, 6.8362, 28.5312
Si, 9.5708, 6.8362, 28.5312
Si, 1.3673, 9.5708, 28.5312
Si, 6.8362, 9.5708, 28.5312
Si, 0, 0, 29.8984
Si, 5.469, 0, 29.8984
Si, 2.7345, 2.7345, 29.8984
Si, 8.2035, 2.7345, 29.8984
Si, 0, 5.469, 29.8984
Si, 5.469, 5.469, 29.8984
Si, 2.7345, 8.2035, 29.8984
Si, 8.2035, 8.2035, 29.8984
Si, 1.3673, 1.3673, 31.2657
Si, 6.8362, 1.3673, 31.2657
Si, 4.1018, 4.1018, 31.2657
Si, 9.5708, 4.1018, 31.2657
Si, 1.3673, 6.8362, 31.2657
Si, 6.8362, 6.8362, 31.2657
Si, 4.1018, 9.5708, 31.2657
Si, 9.5708, 9.5708, 31.2657
Si, 2.7345, 0, 0.6835
Si, 8.2035, 0, 0.6835
Si, 0, 2.7345, 0.6835
Si, 5.469, 2.7345, 0.6835
Si, 2.7345, 5.469, 0.6835
Si, 8.2035, 5.469, 0.6835
Si, 0, 8.2035, 0.6835
Si, 5.469, 8.2035, 0.6835
Si, 4.1018, 1.3673, 2.0507
Si, 9.5708, 1.3673, 2.0507
Si, 1.3673, 4.1018, 2.0507
Si, 6.8362, 4.1018, 2.0507
Si, 4.1018, 6.8362, 2.0507
Si, 9.5708, 6.8362, 2.0507
Si, 1.3673, 9.5708, 2.0507
Si, 6.8362, 9.5708, 2.0507
Si, 0, 0, 3.418
Si, 5.469, 0, 3.418
Si, 2.7345, 2.7345, 3.418
Si, 8.2035, 2.7345, 3.418
Si, 0, 5.469, 3.418
Si, 5.469, 5.469, 3.418
Si, 2.7345, 8.2035, 3.418
Si, 8.2035, 8.2035, 3.418
Si, 1.359, 1.4096, 4.8148
Si, 6.8716, 1.4094, 4.758
Si, 4.0597, 4.1232, 4.7743
Si, 9.5817, 4.0612, 4.7845
Si, 1.3459, 6.919, 4.8173
Si, 6.8116, 6.9192, 4.7524
Si, 4.0835, 9.5549, 4.7881
Si, 9.6011, 9.5437, 4.8229
Si, 2.7493, 0.0236, 6.1351
Si, 8.2901, 0.0799, 6.1056
Si, 0.0196, 2.7699, 6.2776
Si, 5.5126, 2.8094, 6.0932
Si, 2.7475, 5.5729, 6.1354
Si, 8.251, 5.5684, 5.9896
Si, 0.0501, 8.2767, 6.3449
Si, 5.4898, 8.2733, 6.2126
Si, 4.4212, 1.1526, 7.3343
Si, 9.8112, 1.1385, 7.6149
Si, 1.1785, 4.4687, 7.4862
Si, 6.6341, 4.5275, 7.2799
Si, 4.3163, 6.6933, 7.5422
Si, 9.7447, 6.5938, 7.5052
Si, 1.2723, 9.9202, 7.6903
Si, 6.7114, 9.927, 7.4157
O, 9.5915, 1.2628, 24.0213
O, 4.1135, 6.8275, 23.9659
O, 4.0195, 1.3062, 24.0956
O, 9.5259, 6.7377, 23.8962
O, -0.0248, 5.5053, 7.9761
O, 5.5511, 0.0746, 7.8703
O, 0.0534, 0.0565, 8.1093
O, 5.5103, 5.5938, 7.8526
O, 7.5634, 3.98, 8.4912
O, 8.7793, 7.0764, 8.7599
O, 2.1867, 9.418, 9.0029
O, 8.9101, 1.7278, 8.8918
O, 7.5794, 9.4221, 8.7122
O, 3.6471, 1.8029, 8.6068
O, 3.6124, 7.2405, 8.9404
O, 2.0823, 3.9468, 8.7626
O, 8.128, 3.4794, 23.3573
O, 0.4243, 4.9161, 22.9712
O, 1.9546, 2.8192, 23.2259
O, 5.8453, 4.8888, 23.1877
O, 5.503, 10.1222, 23.4177
O, 2.4162, 8.6988, 23.0142
O, 0.2096, 10.1074, 23.0771
O, 7.7328, 8.6414, 23.1465
Si, 8.6555, 7.7088, 18.4729
Si, 8.7697, 6.3047, 13.6457
Si, 3.8348, 1.5199, 14.7027
Si, 2.1038, 5.7384, 17.6176
Si, 2.4054, 3.1404, 19.4889
Si, 9.7938, 8.9721, 12.1282
Si, 1.3218, 9.4359, 22.0658
Si, 9.1833, 0.9339, 13.2258
Si, 1.4234, 5.0304, 13.0495
Si, 1.8001, 8.2202, 12.8237
Si, 6.6467, 9.6018, 22.4203
Si, 4.4942, 4.5861, 15.6829
Si, 8.2061, 3.0239, 9.5984
Si, 0.8271, 8.2571, 19.2579
Si, 6.972, 1.3821, 21.1011
Si, 8.2159, 8.2945, 9.6825
Si, 10.8641, 5.1707, 15.6217
Si, 7.572, 9.4782, 16.3126
Si, 9.9328, 2.0926, 20.3052
Si, 3.2116, 8.5023, 9.9169
Si, 6.661, 3.4029, 17.4291
Si, 1.1399, 0.2271, 19.7903
Si, 3.2446, 2.7997, 12.288
Si, 7.1936, 5.4258, 19.7079
Si, 5.7506, 8.6296, 11.5465
Si, 5.7837, 6.0349, 13.188
Si, 4.6565, 9.7321, 17.6212
Si, 1.0298, 3.6212, 22.1702
Si, 4.9111, 1.5118, 18.8143
Si, 3.2111, 3.06, 9.5023
Si, 6.4617, 10.769, 13.7875
Si, 10.3419, 0.1253, 15.9808
Si, 5.6604, 3.6488, 11.1377
Si, 9.831, 3.8585, 11.9433
Si, 2.351, 9.941, 15.5388
Si, 6.0854, 8.1569, 19.8037
Si, 6.9219, 3.9755, 22.403
Si, 9.7117, 2.7793, 17.3799
O, 7.1881, 6.3105, 13.9503
O, 1.8418, 7.0693, 18.6414
O, 10.2983, 3.972, 16.5005
O, 6.1779, 9.9445, 17.0385
O, 10.1397, 0.7454, 14.5057
O, 8.4305, 6.1508, 18.9231
O, 5.1937, 0.6553, 14.403
O, 5.7063, 2.1133, 17.5531
O, 8.3688, 1.987, 20.6127
O, 2.0201, 4.3092, 18.4149
O, 6.9597, 2.8073, 10.637
O, 4.8622, 2.7213, 12.1883
O, 5.9557, 4.4181, 16.386
O, 4.564, 3.8884, 9.9341
O, 10.7207, 2.7951, 21.5366
O, 9.7014, 6.0965, 14.9669
O, 6.0193, 6.5362, 19.8317
O, 4.1475, 0.1887, 18.2904
O, 9.3096, 10.4988, 12.3667
O, 2.8216, 4.2991, 12.7378
O, 1.8642, 10.7066, 21.1851
O, 3.9644, 2.6982, 19.391
O, 0.7551, 10.1132, 15.9653
O, 1.2294, 9.8159, 18.8487
O, 1.7009, 1.6709, 19.2729
O, 8.9501, 10.3411, 16.4296
O, 4.9076, 8.635, 18.7945
O, 9.5086, 8.7392, 10.5504
O, 6.7237, 4.152, 18.8549
O, 2.8991, 1.6962, 13.3828
O, 5.8699, 8.7868, 21.2674
O, 2.5732, 2.4617, 10.8654
O, 7.5325, 4.8619, 21.1877
O, 5.2416, 7.4418, 12.552
O, 0.3997, 8.9407, 12.5337
O, 7.6008, 0.9798, 13.586
O, 7.095, 9.603, 14.7573
O, 8.9819, 4.9806, 12.736
O, 8.0932, 8.0523, 16.9588
O, 6.238, 2.5773, 21.9276
O, 2.4214, 9.0601, 14.1197
O, 0.4005, 4.4556, 11.9297
O, 0.8274, 8.3427, 20.9176
O, 9.361, 3.801, 10.4054
O, 9.6341, 2.3478, 12.5462
O, 7.6184, 8.5701, 19.3972
O, 2.5275, 8.1952, 11.3629
O, 4.0222, 3.0322, 15.3337
O, 0.8388, 4.5192, 14.4631
O, 10.0206, 3.0026, 18.9567
O, 9.1207, 7.7421, 12.9674
O, 10.5127, 0.5914, 20.0641
O, 6.0131, 5.0208, 11.9238
O, 8.1207, 2.8286, 17.0473
O, 3.4493, 5.4483, 16.6527
O, 4.6515, 9.091, 10.4253
O, 1.6019, 6.638, 13.167
O, 4.7711, 5.4508, 14.3229
O, 2.024, 3.8496, 20.9017
O, 10.4451, 1.3861, 16.9943
O, 0.8771, 6.0254, 16.5992
O, 7.3424, 10.9638, 21.8944
O, 5.9673, 0.9976, 19.9138
O, 6.09, 9.9624, 12.4199
O, 2.8849, 0.5373, 15.5541
O, 7.0325, 7.9882, 10.7578
O, 10.2289, 8.0236, 18.7246
O, 3.4522, 9.2605, 16.5913

Results
free energy: -56393.229 eV
free energy less fixed offsets of O -447.96, Si -113.29 eV per atom: -0.049 eV
gap between the highest filled and lowest empty level on this k mesh: 1.215 eV

The program warned: the cutoff lies below the one the program advises for these potential files; the model core charge is not resolved on the grid; the forces do not sum to zero within the program's tolerance; the exchange-correlation potential is rough where the density is thin.
